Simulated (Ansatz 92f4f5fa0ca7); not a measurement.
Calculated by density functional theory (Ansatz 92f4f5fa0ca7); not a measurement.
Periodic cell of 226 atoms, Si133O92P1, from a study of silicon, its oxide and their interface. The atomic structure is a simulated model.
Doubt: the cutoff is far below the 930 eV that the study's wrapper takes by default for these files, so forces and energies are approximate.

Settings
functional: PBE
potential files: Ansatz PAW
basis: plane waves
wave-function cutoff: 580 eV
density cutoff ratio: 5
exchange-correlation grid ratio: 1
k mesh: 1 x 1 x 1, Gamma-centred
self-consistency stop: 5e-08 eV per atom in the density residual
occupations: fixed
spin: none
net charge: +1 e, with a uniform compensating background and no finite-size correction

Cell vectors (angstrom)
a  10.938  0  0
b  0  10.938  0
c  0  0  31.9494

Atoms: element, x, y, z (angstrom)
Si  10.6223  0.0053  24.4241
Si  5.0788  0.1351  24.6736
Si  2.8217  2.3011  24.5425
Si  8.5667  2.4422  24.5766
Si  10.7146  5.6002  24.3443
Si  5.156  5.6177  24.4603
Si  2.9834  7.956  24.4143
Si  8.4188  7.8431  24.4263
Si  1.2921  1.1299  25.8443
Si  6.8151  1.3322  25.7668
Si  3.9842  4.0138  25.7449
Si  9.69  4.0293  25.8577
Si  1.3413  6.7952  25.695
Si  6.8057  6.725  25.7557
Si  4.0003  9.4721  25.9595
Si  9.4854  9.4469  25.814
Si  2.6312  -0.1372  27.2988
Si  8.1557  -0.0649  27.1687
Si  0.0854  2.6604  27.2117
Si  5.4453  2.7322  27.1328
Si  2.6747  5.4093  27.1352
Si  8.1961  5.3752  27.1426
Si  0.0161  8.169  27.1509
Si  5.5132  8.1458  27.1879
Si  4.0889  1.3087  28.5018
Si  9.5501  1.3451  28.5125
Si  1.3889  4.0527  28.5925
Si  6.8106  4.0676  28.5344
Si  4.081  6.7761  28.4913
Si  9.5681  6.7827  28.4795
Si  1.2965  9.4823  28.6685
Si  6.83  9.5351  28.5792
Si  -0.0465  -0.0042  29.9479
Si  5.4616  -0.0124  29.9025
Si  2.7696  2.6869  29.9268
Si  8.1772  2.7062  29.8821
Si  -0.0127  5.4432  29.8932
Si  5.4445  5.439  29.8934
Si  2.7357  8.1406  29.9205
Si  8.2343  8.179  29.8869
P  1.3667  1.3682  31.2715
Si  6.826  1.3673  31.2649
Si  4.1097  4.0727  31.2996
Si  9.5556  4.0777  31.2374
Si  1.3575  6.807  31.2772
Si  6.829  6.8397  31.2484
Si  4.0864  9.5657  31.249
Si  9.5518  9.5515  31.3109
Si  2.7389  0.0264  0.6753
Si  8.191  0.0153  0.6727
Si  0.0151  2.7422  0.6766
Si  5.4952  2.7477  0.7086
Si  2.7407  5.4658  0.6779
Si  8.2157  5.4855  0.669
Si  0.0156  8.2058  0.7058
Si  5.4741  8.2298  0.6912
Si  4.099  1.4084  2.0651
Si  9.6082  1.3319  2.0267
Si  1.3768  4.1386  2.0509
Si  6.849  4.1562  2.0483
Si  4.0938  6.8486  2.0354
Si  9.5782  6.8431  2.0685
Si  1.3564  9.6286  2.0526
Si  6.8378  9.6307  2.0487
Si  0.0291  0.0368  3.4828
Si  5.4692  0.0345  3.4494
Si  2.7017  2.7709  3.4071
Si  8.2801  2.7848  3.3041
Si  0.0256  5.5073  3.4755
Si  5.4686  5.531  3.4262
Si  2.7333  8.2495  3.3728
Si  8.2433  8.2997  3.3738
Si  1.368  1.4535  4.8419
Si  6.9139  1.4792  4.7006
Si  4.0558  4.1558  4.7514
Si  9.6001  4.073  4.778
Si  1.3636  6.9741  4.8227
Si  6.8406  6.9901  4.7224
Si  4.0857  9.5709  4.7824
Si  9.6201  9.5749  4.8332
Si  2.7582  0.0383  6.1272
Si  8.2957  0.1255  6.0752
Si  0.0169  2.7951  6.302
Si  5.5171  2.8368  6.053
Si  2.7526  5.5991  6.128
Si  8.2547  5.5959  5.9511
Si  0.0496  8.3017  6.3605
Si  5.4979  8.3022  6.2114
Si  4.428  1.1811  7.3106
Si  9.809  1.1446  7.6155
Si  1.1824  4.4984  7.4908
Si  6.6428  4.5374  7.2374
Si  4.3249  6.7045  7.5295
Si  9.7315  6.6079  7.4951
Si  1.2798  9.9361  7.686
Si  6.7245  9.9645  7.3903
O  9.5821  1.2463  23.9882
O  4.1061  6.8109  23.9542
O  4.0179  1.2536  24.0396
O  9.5456  6.7177  23.9093
O  -0.0275  5.534  8.0048
O  5.5762  0.1254  7.8941
O  0.0651  0.0772  8.1363
O  5.5304  5.6045  7.8661
O  7.5902  3.9403  8.4279
O  8.7355  7.0381  8.7628
O  2.1791  9.4514  9.0254
O  8.8937  1.6656  8.921
O  7.6217  9.4609  8.6855
O  3.6112  1.8139  8.5854
O  3.5865  7.2189  8.9378
O  2.0693  4.0026  8.8031
O  8.1336  3.4996  23.3758
O  0.457  4.9495  22.9584
O  1.9085  2.7605  23.2508
O  5.8249  4.9152  23.122
O  5.5377  10.0134  23.5042
O  2.4377  8.6923  23.0297
O  0.1875  10.0796  23.0848
O  7.7936  8.5879  23.0808
Si  8.6583  7.7043  18.4437
Si  8.7851  6.3585  13.6269
Si  3.7917  1.5415  14.7338
Si  2.1365  5.7559  17.6258
Si  2.419  3.1536  19.494
Si  9.8126  9.032  12.0755
Si  1.3303  9.4275  22.081
Si  9.1692  0.9647  13.1969
Si  1.4209  5.0539  13.0205
Si  1.7933  8.2544  12.8117
Si  6.6602  9.5679  22.4298
Si  4.5267  4.6033  15.7074
Si  8.2076  3.0064  9.5816
Si  0.8406  8.2561  19.2624
Si  6.9584  1.3611  21.0908
Si  8.2289  8.3101  9.6657
Si  10.8921  5.2068  15.6029
Si  7.5672  9.5011  16.319
Si  9.9381  2.0725  20.3022
Si  3.2163  8.5087  9.9075
Si  6.6965  3.3587  17.4123
Si  1.1695  0.219  19.8079
Si  3.2323  2.8134  12.2937
Si  7.2171  5.4021  19.6922
Si  5.7475  8.6658  11.5397
Si  5.7857  6.0677  13.1954
Si  4.6326  9.7111  17.6271
Si  1.0284  3.6135  22.1806
Si  4.9014  1.4932  18.8007
Si  3.1976  3.0727  9.5112
Si  6.4476  10.8176  13.7895
Si  10.3466  0.1201  15.9736
Si  5.6627  3.6469  11.1544
Si  9.8386  3.8966  11.9008
Si  2.3404  9.9248  15.5455
Si  6.0774  8.1323  19.8062
Si  6.9341  3.98  22.3838
Si  9.7588  2.7843  17.3684
O  7.1949  6.3749  13.9701
O  1.8807  7.0683  18.6739
O  10.2967  4.0383  16.5237
O  6.1647  9.9615  17.0545
O  10.1417  0.7044  14.4701
O  8.446  6.1234  18.8651
O  5.166  0.6842  14.4287
O  5.7216  2.0632  17.5206
O  8.3525  1.9604  20.5516
O  1.9924  4.3094  18.4062
O  6.9658  2.7901  10.6436
O  4.8683  2.7015  12.2199
O  6.0295  4.401  16.3473
O  4.5653  3.908  9.9366
O  10.6947  2.791  21.56
O  9.7237  6.1591  14.9618
O  6.0085  6.4963  19.8478
O  4.0855  0.1792  18.2818
O  9.2574  10.5543  12.2726
O  2.8523  4.3588  12.6948
O  1.9169  10.7079  21.213
O  3.9968  2.7323  19.381
O  0.727  10.045  15.9629
O  1.2744  9.8145  18.8377
O  1.7164  1.6735  19.2772
O  8.9375  10.3929  16.5015
O  4.8731  8.5914  18.7984
O  9.5717  8.756  10.4828
O  6.743  4.0973  18.8609
O  2.8354  1.7247  13.4091
O  5.8342  8.7824  21.2708
O  2.5436  2.4383  10.8701
O  7.6161  4.8575  21.1801
O  5.2101  7.4725  12.5473
O  0.4307  9.0669  12.4942
O  7.5766  1.0563  13.5735
O  7.1074  9.635  14.7467
O  8.9765  5.0329  12.6885
O  8.0913  8.039  16.9142
O  6.2182  2.5802  21.905
O  2.4533  9.0666  14.1099
O  0.4221  4.4868  11.8595
O  0.8146  8.325  20.9347
O  9.3855  3.8213  10.3448
O  9.6526  2.3863  12.5345
O  7.6214  8.5715  19.3944
O  2.5526  8.1705  11.3634
O  3.9797  3.0594  15.3775
O  0.8372  4.4896  14.4346
O  10.0616  3.0081  18.9589
O  9.1417  7.8053  12.9417
O  10.5182  0.5502  20.0866
O  6.0322  5.034  11.9324
O  8.1575  2.759  17.0214
O  3.534  5.4842  16.7256
O  4.6668  9.1301  10.3817
O  1.53  6.6749  13.1748
O  4.7589  5.4876  14.3391
O  2.0534  3.8644  20.9253
O  10.5469  1.4135  16.9519
O  0.9481  6.077  16.5493
O  7.3488  10.9595  21.928
O  5.938  0.925  19.9157
O  6.0664  10.0225  12.4056
O  2.8441  0.5474  15.6021
O  7.0531  8.0133  10.7712
O  10.2437  8.0245  18.6898
O  3.4439  9.2027  16.5805

Results
free energy: -137633.733 eV
free energy less fixed offsets of O -568.88, P -755.39, Si -635.61 eV per atom: -5.253 eV

Forces (eV/angstrom), in the order of the atoms: element, x, y, z
Si  0.0277  -0.0259  -0.3046
Si  -0.0016  -0.0666  -0.2276
Si  -0.042  0.0184  -0.2998
Si  -0.0018  0.0689  -0.2488
Si  -0.0397  -0.0605  -0.2467
Si  0.0355  0.0006  -0.2838
Si  0.0233  0.0541  -0.2407
Si  -0.0354  -0.012  -0.2645
Si  -0.0017  -0.0001  0.0369
Si  0.0351  0.0066  0.0179
Si  0.0018  0.0084  0.0077
Si  0.0149  0.0301  -0.0002
Si  0.0306  0.0179  0.0284
Si  0.0089  0.0196  0.0373
Si  0.0152  -0.0299  0.0135
Si  0.0204  0.0123  0.0148
Si  -0.0456  -0.0376  -0.016
Si  -0.0862  -0.0553  -0.0339
Si  0.0294  0.0274  -0.0261
Si  0.0175  0.0231  -0.0429
Si  -0.0321  -0.0366  -0.065
Si  -0.0342  -0.0163  -0.0588
Si  -0.0488  -0.0172  -0.048
Si  0.0128  -0.0001  -0.0236
Si  -0.0506  -0.0219  0.0655
Si  0.0299  0.0079  0.0545
Si  -0.0746  0.0068  -0.0609
Si  -0.0369  0.0282  -0.0361
Si  0.0364  0.0698  0.0609
Si  -0.0497  0.0358  0.0837
Si  0.0879  0.1281  -0.192
Si  0.0171  0.0017  -0.1005
Si  -0.0227  -0.0379  -0.0193
Si  -0.0011  -0.0034  -0.0048
Si  0.0183  0.0597  -0.0969
Si  0.0484  0.0014  -0.0113
Si  0.0269  0.0153  -0.0093
Si  0.0326  0.0323  -0.0336
Si  0.0808  -0.0926  0.008
Si  0.0051  -0.0743  -0.0625
P  0.0143  -0.0032  -0.076
Si  -0.0378  0.0089  -0.011
Si  -0.0045  0.0166  0.0111
Si  -0.0158  -0.015  0.0059
Si  -0.0344  0.0126  0.0026
Si  -0.0022  0.0093  0.0061
Si  -0.0203  0.0111  -0.0022
Si  0.0292  -0.0019  0.025
Si  -0.0005  -0.0509  0.0703
Si  0.0038  -0.0177  0.0119
Si  -0.0536  0.014  0.0617
Si  0.0242  0  0.0503
Si  0.012  -0.0135  0.0117
Si  -0.0156  0.0141  0.0349
Si  0.0055  -0.0197  0.0362
Si  0.0285  -0.0242  0.0336
Si  -0.0052  -0.0162  0.0059
Si  0.0857  -0.001  -0.046
Si  -0.0848  0.0273  0.0193
Si  -0.035  0.0536  -0.0309
Si  0.0204  0.0764  -0.0273
Si  0.0251  -0.0099  0.0046
Si  -0.0413  0.0036  -0.028
Si  -0.1319  0.0014  0.0094
Si  -0.0305  -0.0221  -0.0465
Si  0.0396  0.0023  -0.0444
Si  0.1091  -0.0125  0.0469
Si  -0.1048  0.0155  0.2201
Si  -0.0659  -0.0028  -0.0828
Si  0.0565  -0.0391  0.0009
Si  0.0888  -0.0347  0.0813
Si  -0.0334  -0.1578  0.0956
Si  0.0507  0.0306  0.0663
Si  0.0456  0.0412  -0.0198
Si  0.0118  -0.0032  0.0211
Si  -0.0001  -0.0007  0.0056
Si  0.0426  0.0376  0.031
Si  0.0281  0.0552  -0.0113
Si  0.0132  -0.0371  0.011
Si  -0.0026  0.0012  0.0704
Si  -0.0434  -0.0268  -0.0055
Si  -0.0205  -0.0108  -0.0334
Si  -0.0241  -0.0156  -0.0037
Si  0.0185  0.0294  -0.0535
Si  0.0135  -0.0067  -0.0508
Si  -0.0028  0.0047  -0.036
Si  -0.0328  -0.0261  -0.0316
Si  0.005  -0.0161  -0.0295
Si  -0.0058  -0.0032  0.2671
Si  -0.0368  0.023  0.244
Si  0.0174  0.0155  0.286
Si  0.0164  -0.0304  0.2249
Si  -0.0179  0.0148  0.2769
Si  -0.0535  -0.0085  0.2419
Si  0.0711  0.0139  0.312
Si  0.0255  -0.0304  0.2689
O  -0.0288  -0.0124  0.1421
O  -0.0077  -0.0321  0.1152
O  0.0154  -0.0069  0.1406
O  0.0078  -0.012  0.1066
O  0.0235  0.0146  -0.1162
O  -0.0198  0.0158  -0.122
O  0.012  0.0038  -0.1366
O  -0.0043  0.0281  -0.1064
O  -0.1015  0.1194  -0.308
O  0.0971  -0.0946  -0.2956
O  -0.1486  0.1  -0.3163
O  0.1023  -0.1081  -0.2688
O  -0.0967  0.1197  -0.2981
O  0.075  -0.1127  -0.2812
O  0.0612  -0.1019  -0.288
O  -0.1353  0.1009  -0.2963
O  0.1165  -0.1101  0.2918
O  -0.0774  0.1462  0.3079
O  0.1358  -0.1113  0.3442
O  -0.1208  0.1036  0.2895
O  -0.1394  0.1061  0.3263
O  0.0975  -0.1175  0.3247
O  -0.1086  0.097  0.3332
O  0.1172  -0.1119  0.2888
Si  0.0068  0.0082  -0.1349
Si  0.0055  -0.0083  0.1109
Si  0.0078  -0.0086  0.0749
Si  0.0161  0.0091  -0.1133
Si  0.0465  -0.0086  -0.265
Si  0.0176  0.025  0.2709
Si  -0.0118  0.001  -0.5193
Si  -0.0041  -0.0054  0.1384
Si  -0.0095  0.0122  0.1334
Si  -0.0429  -0.0011  0.2385
Si  -0.0167  0.0168  -0.4807
Si  -0.0033  -0.0129  0.0242
Si  0.0043  0.0697  0.454
Si  -0.0064  -0.064  -0.2608
Si  -0.0177  0.0047  -0.3397
Si  0.0137  0.0267  0.4632
Si  -0.0057  -0.0011  0.0254
Si  0.0121  0.0205  -0.0166
Si  -0.007  -0.0206  -0.3034
Si  0.0821  0.0134  0.4705
Si  0.0056  -0.0078  -0.1151
Si  -0.0187  0.0185  -0.248
Si  0.0041  0.0104  0.2607
Si  -0.0129  0.0332  -0.2915
Si  -0.0001  0.0277  0.3019
Si  -0.0002  -0.0031  0.1765
Si  0.0021  0.0084  -0.1161
Si  -0.0277  -0.0759  -0.5076
Si  -0.035  -0.0016  -0.1801
Si  0.0886  0.0317  0.4488
Si  0.0094  0.027  0.1299
Si  0.0032  -0.0187  0.0007
Si  -0.0017  0.049  0.2981
Si  0.0385  0.0118  0.2817
Si  -0.0076  0.0228  0.0234
Si  0.0068  -0.0395  -0.297
Si  0.0023  -0.0362  -0.4628
Si  -0.0102  -0.0104  -0.1364
O  -0.0119  0.0014  -0.0434
O  -0.0256  0.049  0.0813
O  -0.0012  -0.0073  0.0226
O  -0.0192  -0.0022  0.0287
O  -0.0129  0.0106  -0.0514
O  -0.0229  -0.0288  0.0738
O  0.0119  -0.0067  -0.0309
O  -0.0174  -0.0181  0.0651
O  -0.0514  -0.0112  0.1205
O  0.0023  -0.0652  0.0992
O  0.0808  -0.0173  -0.1749
O  0.0269  0.021  -0.1161
O  0.0099  -0.0068  0.0234
O  -0.0824  -0.0145  -0.2
O  0.0806  0.078  0.2185
O  -0.0165  0.0071  -0.0374
O  -0.0018  -0.004  0.0865
O  -0.0006  0.0266  0.0598
O  0.0082  -0.0542  -0.0868
O  0.0256  -0.0307  -0.0693
O  0.005  -0.0759  0.2303
O  -0.0214  0.0112  0.0774
O  0.0063  -0.005  0.0035
O  0.0011  0.0233  0.1006
O  -0.0167  -0.0194  0.0828
O  -0.0043  -0.0031  0.0051
O  0.0364  -0.0312  0.1117
O  -0.0726  -0.0385  -0.2396
O  0.0171  0.0424  0.1219
O  -0.007  0.0252  -0.0975
O  0.034  0.0861  0.2784
O  -0.0013  0.0171  -0.2522
O  -0.0216  -0.0892  0.2769
O  0.0027  0.0513  -0.1037
O  -0.0082  0.003  -0.0725
O  0.012  0.004  -0.0418
O  -0.01  0.0057  -0.0356
O  0.0115  -0.0472  -0.087
O  0.0108  -0.023  0.0561
O  -0.0009  0.0747  0.1705
O  -0.0043  -0.0315  -0.0817
O  -0.0233  -0.0196  -0.0878
O  0.0283  0.0609  0.2689
O  -0.0785  -0.0426  -0.2383
O  0.006  0.0545  -0.0947
O  -0.0491  0.0132  0.0981
O  0.07  0.0215  -0.2622
O  -0.0006  -0.0035  -0.0184
O  0.0164  0.0033  -0.0538
O  0.0074  -0.0264  0.1631
O  0.0138  0.0481  -0.0875
O  -0.0095  0.0064  0.0929
O  -0.0003  -0.067  -0.1302
O  -0.0033  0.0021  0.034
O  -0.0165  0.0028  0.0236
O  -0.0805  -0.0052  -0.1789
O  0.013  0.0226  -0.0555
O  0.0175  0.0197  -0.0603
O  -0.0776  0.0314  0.2657
O  -0.0008  0.0177  0.0374
O  0.0117  -0.0002  0.0277
O  -0.0054  -0.0974  0.1867
O  0.0829  -0.0092  0.1715
O  -0.0217  -0.0705  -0.1333
O  0.0055  0.0052  -0.0138
O  0.0889  -0.005  -0.1952
O  0.04  0.0131  0.0646
O  0.0109  -0.003  0.0265

The program warned: the cutoff lies below the one the program advises for these potential files; the forces do not sum to zero within the program's tolerance; the exchange-correlation potential is rough where the density is thin.
